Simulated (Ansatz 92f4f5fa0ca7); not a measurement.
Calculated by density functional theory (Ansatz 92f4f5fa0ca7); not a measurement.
Periodic cell of 256 atoms, Si144O112, from a study of silicon, its oxide and their interface. The atomic structure is a simulated model.
Doubt: the cutoff is far below the 930 eV that the study's wrapper takes by default for these files, so forces and energies are approximate.

Settings: functional PBE; potential files Ansatz PAW; basis plane waves; wave-function cutoff 580 eV; density cutoff ratio 5; exchange-correlation grid ratio 1; k mesh 1 x 1 x 1, Gamma-centred; self-consistency stop 5e-08 eV per atom in the density residual; occupations fixed; spin none; net charge 0.

Cell vectors (angstrom)
a, 10.938, 0, 0
b, 0, 10.938, 0
c, -1.9408, -5.264, 37.1382

Atoms: element, x, y, z (angstrom)
Si, -0.2888, -6.8967, 29.5846
Si, 2.407, -4.2605, 29.7827
Si, -0.8863, -0.9261, 29.8403
Si, 1.9562, -9.1486, 29.5366
Si, -6.2769, -6.437, 29.6354
Si, -3.4778, -3.6571, 29.5458
Si, 5.2003, -1.4189, 29.5715
Si, -3.0269, -9.6103, 29.8447
Si, 0.8118, -5.3754, 31.0482
Si, 3.5838, -2.5555, 30.9202
Si, 0.8308, -10.7136, 30.9544
Si, 3.5162, -8.0276, 30.9448
Si, -4.6433, -5.263, 30.8919
Si, -2.0036, -2.5586, 31.0572
Si, 6.2695, 0.1414, 31.0099
Si, -1.8452, -7.9955, 31.0245
Si, -0.5623, -3.9274, 32.345
Si, 2.1945, -1.18, 32.305
Si, -0.5199, -9.3796, 32.3856
Si, 2.1896, -6.6942, 32.3977
Si, 4.9311, -3.9135, 32.3334
Si, 7.6126, -1.1816, 32.4169
Si, 4.8941, 1.5531, 32.3249
Si, -3.2906, -6.6253, 32.3146
Si, -1.9408, -5.264, 33.72
Si, 0.7937, -2.5295, 33.72
Si, -1.9408, 0.205, 33.72
Si, 0.7937, -7.9985, 33.72
Si, 3.5282, -5.264, 33.72
Si, 6.2627, -2.5295, 33.72
Si, 3.5282, 0.205, 33.72
Si, 6.2627, -7.9985, 33.72
Si, 1.3673, -1.3673, 3.418
Si, 4.1018, 1.3673, 3.418
Si, 1.3673, 4.1018, 3.418
Si, 4.1018, -4.1018, 3.418
Si, 6.8362, -1.3673, 3.418
Si, -1.3673, 1.3673, 3.418
Si, 6.8362, 4.1018, 3.418
Si, -1.3673, 6.8362, 3.418
Si, 2.7322, -0.0513, 4.7746
Si, 5.4416, 2.7899, 4.7703
Si, 2.6874, 5.4976, 4.8419
Si, 5.4647, -2.701, 4.7901
Si, -2.7765, 0.0076, 4.8045
Si, 0.0627, 2.7201, 4.7254
Si, 8.1483, 5.5195, 4.7023
Si, -0.0188, -2.6841, 4.8542
Si, 1.3607, 1.2955, 6.1233
Si, 4.0876, 4.1205, 6.1997
Si, 1.3642, -4.0193, 6.2839
Si, 4.0961, -1.364, 6.2046
Si, -4.1172, 1.4618, 6.1271
Si, -1.2987, 4.2216, 5.8901
Si, 6.8449, -4.065, 6.1359
Si, -1.4655, -1.3561, 6.2598
Si, -0.3234, 0.303, 7.4838
Si, 2.9149, 2.4612, 7.4149
Si, -0.3693, -5.1707, 7.4126
Si, 3.061, -2.9863, 7.6395
Si, 5.2271, 0.3136, 7.4168
Si, -2.4172, 2.709, 7.2011
Si, 5.3438, 5.691, 7.4715
Si, -2.6529, -2.9368, 7.6484
Si, -0.5735, -6.6312, 35.0872
Si, 2.161, -3.8967, 35.0872
Si, -0.5735, -1.1622, 35.0872
Si, 2.161, 1.5723, 35.0872
Si, 4.8955, -6.6312, 35.0872
Si, -3.308, -3.8967, 35.0872
Si, 4.8955, -1.1622, 35.0872
Si, 7.63, 1.5723, 35.0872
Si, 0.7937, -5.264, 36.4545
Si, 3.5282, -2.5295, 36.4545
Si, 0.7937, 0.205, 36.4545
Si, 3.5282, -7.9985, 36.4545
Si, -4.6753, -5.264, 36.4545
Si, -1.9408, -2.5295, 36.4545
Si, 6.2627, 0.205, 36.4545
Si, -1.9408, -7.9985, 36.4545
Si, 1.3673, 1.3673, 0.6835
Si, 4.1018, 4.1018, 0.6835
Si, 1.3673, 6.8362, 0.6835
Si, 4.1018, -1.3673, 0.6835
Si, 6.8362, 1.3673, 0.6835
Si, -1.3673, 4.1018, 0.6835
Si, 6.8362, -4.1018, 0.6835
Si, -1.3673, -1.3673, 0.6835
Si, 0, 0, 2.0507
Si, 2.7345, 2.7345, 2.0507
Si, 0, 5.469, 2.0507
Si, 2.7345, -2.7345, 2.0507
Si, 5.469, 0, 2.0507
Si, 8.2035, 2.7345, 2.0507
Si, 5.469, 5.469, 2.0507
Si, 8.2035, -2.7345, 2.0507
Si, 7.3701, -0.1105, 22.9897
Si, -2.2777, -5.9345, 12.1708
Si, 6.5677, -7.7798, 27.575
Si, 0.6835, -2.6692, 24.8357
Si, -4.1178, -8.7048, 24.7518
Si, 3.7551, 4.8927, 20.8127
Si, -0.7255, -9.6674, 16.541
Si, 0.7561, 0.8128, 13.9909
Si, -11.9548, -5.2022, 24.3159
Si, -6.1792, 1.9164, 17.2416
Si, -5.6939, -7.7075, 22.5256
Si, 6.9903, -0.9868, 9.7589
Si, -7.8042, -1.0119, 24.4575
Si, 0.1382, -1.355, 17.8268
Si, 13.8856, -2.5761, 10.7682
Si, 2.7329, 2.217, 19.4995
Si, -3.1475, 2.2652, 21.1378
Si, -7.5929, -5.5401, 11.2301
Si, 1.6344, -5.3148, 15.9146
Si, 0.8933, -13.383, 27.8204
Si, -3.3141, 2.2434, 18.055
Si, -7.2045, 1.1813, 14.3591
Si, -5.2103, -3.8661, 20.5274
Si, 0.3422, 9.1169, 12.3399
Si, 8.7906, -3.2746, 16.7279
Si, -0.1944, -12.9111, 20.9558
Si, -1.0539, 10.818, 10.3219
Si, -7.7417, -0.2394, 27.4927
Si, 8.8051, -5.5231, 27.3479
Si, 10.1832, -4.1042, 14.1402
Si, -7.5535, 0.7175, 22.0467
Si, 2.8496, -2.9321, 17.4772
Si, -5.041, -3.3473, 17.5395
Si, -4.6779, 4.2932, 13.8194
Si, 3.3436, 4.2654, 13.829
Si, 7.2703, -6.599, 9.5903
Si, -0.3508, -8.3296, 11.8674
Si, -1.3215, 2.781, 23.5741
Si, 0.4762, 3.6099, 17.8785
Si, 12.598, -4.009, 20.1084
Si, 5.0568, -12.5974, 22.3403
Si, -5.5156, 2.8671, 11.4074
Si, -6.108, -11.0846, 11.7399
Si, -0.6042, -0.1757, 23.3642
Si, -12.0502, -16.1436, 19.0623
Si, 8.6135, -4.2497, 21.652
Si, 1.2601, -6.8299, 9.5485
Si, 6.157, -6.5017, 16.8335
O, 6.3579, -7.8897, 21.3229
O, 0.1215, -6.0897, 8.6787
O, 4.077, 1.3957, 7.9293
O, 5.8842, -0.3435, 8.7627
O, -1.9491, -10.7293, 29.2663
O, 0.8241, -8.0235, 29.0633
O, -7.3731, -8.2832, 13.6303
O, 2.2756, -2.3945, 24.649
O, 3.7977, 6.9863, 11.1701
O, 8.2252, 3.69, 8.4733
O, 9.4479, -4.0822, 8.0109
O, 2.0729, 2.9582, 8.7384
O, 5.8316, 6.0088, 17.0805
O, -6.2178, 7.9494, 21.4725
O, 3.537, -5.3094, 29.1659
O, 2.6577, -9.7719, 28.156
O, 6.3262, -2.5351, 29.0621
O, -4.7696, -3.1445, 19.1398
O, 5.2273, -7.1391, 28.2465
O, 11.0205, -1.2129, 24.4051
O, -2.5073, 2.527, 24.6878
O, 1.2045, -2.8305, 21.1602
O, -1.3363, 1.585, 7.7192
O, 1.5396, -2.6316, 11.5919
O, -0.1715, -0.6047, 21.8427
O, 4.6028, -0.6741, 28.2129
O, -9.6461, 2.7386, 18.975
O, -2.7377, 2.1479, 19.5738
O, -2.717, -4.2302, 28.1828
O, 9.9654, -2.149, 16.9163
O, 2.6317, -2.4882, 9.1574
O, 2.1986, 11.7058, 14.756
O, -6.1493, 3.5557, 17.0647
O, 0.5458, 2.2135, 13.1727
O, 4.2183, -4.1298, 7.9236
O, 0.8585, -0.4075, 12.9338
O, 2.5514, 0.0382, 23.3048
O, 4.3212, 4.5536, 22.3036
O, 4.452, -2.5974, 17.2046
O, 9.2989, -7.4337, 12.319
O, -9.2395, -12.6847, 17.4445
O, 2.1004, -1.3772, 27.821
O, 4.2214, 1.9736, 22.6306
O, 10.7436, -2.6734, 13.6122
O, -6.3877, 1.2357, 15.7701
O, -8.5979, 5.6953, 20.925
O, -1.2003, -4.8689, 12.7645
O, -0.8558, 4.1941, 18.6032
O, -8.4546, 1.2015, 20.7658
O, -3.6063, 5.2434, 13.0781
O, -0.3857, -1.7695, 28.5325
O, -4.823, -8.0081, 12.9082
O, 10.5968, -9.4952, 23.5848
O, -2.7496, -5.7002, 10.6153
O, -6.1379, 5.0138, 13.9196
O, -0.5435, -6.762, 23.9893
O, -3.922, -4.1196, 21.4671
O, -6.4189, -1.6322, 23.8741
O, 4.4806, -6.7373, 11.1394
O, -2.5994, -0.0887, 9.8169
O, -0.0285, 0.2343, 17.575
O, -3.3283, 0.7263, 21.6224
O, 7.3212, -7.0947, 17.8167
O, 2.3267, 5.2583, 9.9759
O, 6.7532, 4.0684, 15.3466
O, -0.2571, -1.5799, 19.3856
O, -1.5006, -13.7892, 21.4139
O, -4.315, -7.8969, 10.3296
O, -4.8931, -7.5343, 23.9223
O, -6.1787, 1.3937, 11.1332
O, -6.5134, -0.4118, 21.4933
O, 10.0798, 1.2478, 11.1593
O, 8.9598, -7.9892, 22.0708
O, -4.7234, 2.2874, 26.2486
O, 6.2022, 1.4376, 17.8574
O, -24.1451, 1.5671, 16.9866
O, -7.2406, -1.1837, 11.1856
O, -1.9438, -15.3436, 17.9036
O, 6.2562, -0.8857, 11.257
O, 3.3519, -11.1223, 25.8613
O, 1.4665, -3.7864, 28.5205
O, -8.4774, -3.9701, 16.2832
O, 0.3337, -2.9032, 26.3882
O, -3.3479, -6.5871, 27.1766
O, 6.6601, -1.4871, 22.5253
O, 8.772, -11.4247, 23.674
O, 0.5805, 3.4507, 10.8514
O, 1.2718, -6.0283, 17.3263
O, -0.9227, -6.2024, 28.2218
O, -3.6901, -8.85, 28.5674
O, -0.5122, 22.5506, 15.0294
O, -1.6229, -5.1245, 25.8407
O, -1.9748, -3.8803, 15.2127
O, 2.5524, -5.9092, 12.6193
O, -10.769, -14.9979, 24.1257
O, -0.0167, -0.1991, 9.0415
O, 6.1088, -5.706, 8.8675
O, -3.6975, -13.6502, 16.8225
O, -6.0093, 5.7339, 20.0659
O, -1.8739, -5.3071, 20.4905
O, -2.1172, 6.1224, 23.1669
O, 7.4923, -2.416, 9.0489
O, 6.5084, 0.7681, 24.0783
O, -8.4037, -6.44, 15.1901
O, 3.5617, -9.4357, 18.2787
O, 3.5889, -18.3673, 19.9873
O, -8.1808, -3.5358, 18.9949
O, 11.2423, -4.4379, 19.3176
O, 0.087, 2.6831, 16.6055
O, 11.3177, -4.9481, 14.953
O, 4.5121, 0.12, 13.3517
O, -0.8263, -1.4497, 11.2518

Results
free energy: -155245.644 eV
free energy less fixed offsets of O -568.88, Si -635.61 eV per atom: -3.244 eV

Forces (eV/angstrom), in the order of the atoms: element, x, y, z
Si, 0.001, -0.0008, -0.0086
Si, -0.0103, -0.0032, -0.0127
Si, -0.0081, 0.0032, 0.0008
Si, 0.0012, 0.0027, 0.0078
Si, -0.0036, -0.0067, 0.0017
Si, 0.0007, 0.0064, 0.0003
Si, 0.0072, -0.0022, -0.0015
Si, -0.001, 0.0019, -0.0124
Si, 0.0004, -0.0042, 0.0054
Si, 0.0072, -0.0004, 0.0076
Si, -0.0082, 0.0052, -0.0005
Si, -0.0076, 0.0101, 0.0003
Si, -0.0057, 0.0061, -0.0009
Si, -0.0073, 0.0085, 0.0006
Si, 0.0032, -0.0101, 0.007
Si, 0.0043, -0.0003, 0.0083
Si, 0.003, -0.0029, 0.0021
Si, 0, -0.0014, 0.0055
Si, -0.0007, -0.0074, -0.0024
Si, 0.0081, 0.0007, -0.0042
Si, -0.0012, -0.0013, 0.0001
Si, 0.0016, 0.0025, -0.0023
Si, 0.0005, -0.0004, 0.0031
Si, 0.0034, -0.004, 0.0073
Si, -0.0571, -0.0282, -0.0415
Si, 0.1074, -0.0042, -0.3089
Si, 0.1153, 0.0004, 0.1436
Si, 0.1625, -0.1918, 0.5691
Si, 0.1727, -0.0213, -0.0428
Si, -0.1953, -0.2163, 0.3942
Si, -0.0156, -0.0655, -0.163
Si, 0.0248, 0.0129, -0.3603
Si, -0.25, -0.149, -0.0595
Si, -0.0785, -0.0311, 0.1076
Si, 0.4212, 0.1626, -0.2559
Si, -0.1344, 0.0004, 0.3264
Si, -0.0664, 0.1025, -0.1096
Si, -0.0656, -0.1384, 0.0806
Si, -0.3034, 0.0919, -0.4603
Si, 0.174, 0.4363, -0.013
Si, 0.0016, 0.0006, 0.0111
Si, -0.0024, -0.0048, 0.0055
Si, 0.0053, 0.0045, 0.0015
Si, 0.0002, -0.0049, 0.0162
Si, 0.0074, -0.004, 0.0153
Si, -0.0127, -0.0027, 0.0144
Si, 0.004, 0.0095, 0.0056
Si, -0.0023, -0.0043, -0.0007
Si, 0.0081, -0.0009, -0.0058
Si, -0.0002, -0.0063, -0.0036
Si, -0.0054, 0.0017, -0.0066
Si, -0.0037, 0.0051, -0.0172
Si, -0.0006, 0.004, -0.014
Si, 0.0037, -0.0049, -0.0139
Si, -0.002, 0.0032, -0.0107
Si, -0.0003, 0.0154, -0.012
Si, -0.006, -0.0011, 0.0025
Si, 0.0003, -0.0098, -0.0094
Si, -0.0057, 0.0014, 0.0135
Si, -0.002, 0.0039, 0.0302
Si, -0.0123, 0.0021, 0.0104
Si, 0.0002, 0.0039, 0.0011
Si, 0.0094, 0.0043, 0.0081
Si, -0.0131, -0.0075, 0.0207
Si, -0.0051, -0.0306, -0.0222
Si, 0.0295, 0.0166, -0.0268
Si, -0.0332, 0.0664, -0.0093
Si, -0.103, 0.02, 0.0267
Si, -0.0228, 0.0769, -0.003
Si, -0.0605, 0.03, -0.006
Si, -0.0293, -0.0914, -0.0188
Si, 0.0513, 0.0124, -0.0219
Si, -0.0233, -0.0116, -0.0239
Si, 0.0119, 0.0796, -0.007
Si, 0.0519, -0.0537, -0.0084
Si, 0.0368, -0.0582, -0.0227
Si, 0.0742, -0.0214, -0.0165
Si, 0.0219, -0.0439, -0.0283
Si, -0.0219, -0.0244, -0.0256
Si, -0.0057, 0.0207, -0.0031
Si, -0.016, 0.049, 0.0414
Si, -0.0242, -0.0368, 0.007
Si, 0.0161, -0.0262, 0.003
Si, -0.0122, 0.0423, 0.019
Si, -0.0288, -0.0065, 0.0002
Si, 0.0094, 0.0247, 0.0204
Si, -0.0179, 0.0427, 0.0447
Si, -0.0517, 0.0217, 0.0116
Si, -0.0012, -0.0452, -0.0028
Si, 0.0716, 0.0962, -0.0131
Si, 0.0214, 0.004, 0.0482
Si, -0.0722, -0.0731, 0.0204
Si, 0.0493, 0.0043, 0.0163
Si, -0.0102, -0.0116, 0.0285
Si, 0.0044, -0.1103, -0.0291
Si, 0.1284, 0.0654, -0.0072
Si, -0.0005, -0.0011, -0.0007
Si, 0.0014, 0.0012, 0.0014
Si, -0.0017, -0.0068, 0.0152
Si, -0.0016, 0.0032, -0.0075
Si, 0.0038, -0.0029, -0.006
Si, -0.0009, 0.0009, -0.0012
Si, -0.0019, -0.0007, 0.0083
Si, -0.0004, -0.0004, 0.0097
Si, -0.0016, -0.0016, -0.0018
Si, -0.0005, -0.0013, 0.0069
Si, -0.0021, 0.0027, -0.0043
Si, -0.005, 0.0058, -0.0058
Si, -0.0011, -0.0001, -0.003
Si, 0.0002, 0.0014, 0.0036
Si, 0.0008, 0.0004, -0.0096
Si, -0.0021, 0.0001, -0.0012
Si, -0.0007, 0.0007, -0.0049
Si, 0.0031, -0.0047, -0.009
Si, 0.0007, 0.0007, 0.0115
Si, -0.005, -0.01, 0.0336
Si, -0.0001, 0.0006, 0.0026
Si, -0.0018, 0.001, 0.0077
Si, -0.0011, -0.0018, -0.0025
Si, -0.0005, 0, -0.0014
Si, -0.0017, 0.0013, 0.0079
Si, 0.0005, 0.0004, -0.0049
Si, 0.0001, 0.0022, -0.0127
Si, 0.0032, -0.0012, 0.0093
Si, -0.0014, 0.0016, 0.0037
Si, -0.0025, -0.0006, 0.0087
Si, 0.0003, 0.0024, -0.0065
Si, 0.0014, 0.0011, 0.0056
Si, -0.0009, 0.0008, 0.0025
Si, 0.0005, -0.0014, 0.0061
Si, -0.0019, -0.003, 0.0077
Si, -0.0055, -0.0043, -0.0023
Si, -0.0005, -0.0001, -0.0058
Si, 0, -0.0021, -0.0022
Si, 0.0001, 0.0007, 0.0056
Si, 0.0011, -0.0015, -0.0025
Si, 0.0007, 0.0001, -0.0051
Si, 0.002, 0.0062, -0.0071
Si, 0.0021, -0.0013, -0.0042
Si, -0.0017, 0.0004, -0.0045
Si, -0.001, -0.0008, 0.0008
Si, -0.0017, -0.0001, -0.0087
Si, 0.0041, -0.0022, -0.0012
Si, -0.0004, 0.0018, 0.0088
O, -0.0023, 0.0017, 0.0033
O, -0.0048, 0.0063, -0.0065
O, -0.0001, -0.0019, 0.0073
O, 0.0012, 0.0023, -0.0021
O, 0.0081, -0.0082, -0.0081
O, -0.0003, 0.0015, -0.0057
O, -0.001, -0.0012, -0.0008
O, 0.0007, 0.0002, 0.004
O, -0.0004, 0.004, 0.0059
O, 0.007, -0.0031, -0.0055
O, 0.0019, -0.0065, -0.0004
O, 0.0023, -0.0002, 0.003
O, -0.0002, -0.0012, -0.0027
O, 0, 0.0018, 0.004
O, -0.003, 0.002, -0.0058
O, -0.0026, -0.0035, 0.0028
O, -0.0029, 0.0015, -0.0052
O, 0.0007, 0, 0.0041
O, 0.0077, 0.0001, 0.0041
O, 0.0015, -0.0023, 0.0033
O, 0.0005, 0.0006, 0.0021
O, -0.0011, 0.0015, 0.0039
O, 0.0091, -0.0064, 0.0126
O, -0.0001, 0.0005, 0.004
O, -0.0001, 0.0007, 0.0047
O, -0.0082, -0.0027, 0.0016
O, -0.0001, 0, -0.0006
O, 0.0006, -0.0003, 0.003
O, -0.0049, 0.0012, 0.0051
O, -0.0001, -0.0007, -0.0024
O, 0.0007, -0.0029, -0.0186
O, -0.0004, -0.0003, -0.0038
O, -0.0007, 0.0003, -0.0032
O, -0.0001, 0.0007, -0.0007
O, 0.003, -0.0032, 0.0002
O, -0.0015, -0.0005, -0.0006
O, -0.0016, -0.0008, 0.0043
O, 0.0018, -0.0016, 0.0031
O, -0.0004, 0.0007, -0.0021
O, 0.0001, -0.0018, 0.0028
O, -0.0016, 0, -0.0014
O, -0.0254, -0.0141, 0.0032
O, -0.0007, -0.001, 0.0027
O, -0.0001, 0.0017, -0.0027
O, -0.0013, 0.0006, -0.0045
O, -0.0007, 0.001, 0.0024
O, -0.0003, -0.001, -0.0003
O, -0.0001, 0.0004, 0
O, 0.0007, -0.001, 0.0048
O, -0.0011, 0.0001, 0.0008
O, 0.0446, -0.0209, -0.0062
O, 0.0004, -0.0005, -0.0014
O, -0.0003, 0.0012, 0.002
O, 0.0015, 0.005, 0.0021
O, 0.0001, 0.0043, -0.003
O, 0.0018, 0.0013, 0.0034
O, -0.0013, 0.001, 0.0033
O, 0.0003, -0.0001, 0.0041
O, -0.0009, -0.0002, 0.0034
O, 0.0013, -0.0008, 0.0071
O, 0.0003, -0.0007, -0.0017
O, 0.0006, 0.0005, 0.0017
O, -0.0009, 0.0004, -0.0015
O, -0.0019, -0.0004, 0.005
O, 0.0004, -0.0005, -0.0037
O, -0.0005, -0.0011, 0.0017
O, -0.0001, 0.001, 0.0042
O, -0.0007, 0.0009, 0.0068
O, -0.0025, 0.0042, 0
O, -0.001, -0.0015, 0.0025
O, -0.0013, 0.0004, 0.004
O, -0.0004, -0.0004, 0.004
O, -0.0007, 0, 0.0021
O, -0.0049, 0.0075, 0.0142
O, -0.0009, -0.0001, -0.0018
O, -0.0003, -0.0002, -0.0019
O, -0.0005, -0.0019, 0.0064
O, 0.0002, 0.0001, -0.0014
O, -0.004, 0.001, 0.0053
O, 0.0019, 0.0012, 0.0004
O, -0.0017, 0.0481, -0.017
O, -0.0014, -0.0011, -0.0033
O, 0.0003, 0.0043, 0.0192
O, -0.0007, -0.0002, 0.0007
O, -0.0018, -0.0015, 0.0032
O, 0.0006, 0.0012, 0.0028
O, 0, 0.0007, 0.0045
O, -0.0015, 0, -0.0028
O, 0.0035, -0.0059, 0.0093
O, 0.0022, -0.0032, -0.0009
O, 0.0015, 0.0001, -0.0049
O, -0.0002, -0.0004, 0.0015
O, 0.0012, 0.0001, -0.0049
O, -0.0042, 0.0013, -0.0007
O, 0.0003, 0.0007, 0.0044
O, -0.0013, 0.0018, -0.0024
O, -0.0104, 0.0074, -0.0067
O, 0.0008, -0.0006, -0.0025
O, -0.0001, 0.0009, 0.0016
O, -0.0002, 0.0003, 0.0033
O, -0.0003, -0.0002, 0.0063
O, 0.0117, -0.009, -0.015
O, 0.001, -0.0005, 0.0022
O, -0.0012, -0.0014, -0.0027
O, -0.0002, 0.0001, -0.0014
O, 0.0014, 0.0009, 0.0029
O, -0.0017, 0, 0.0018
O, -0.0002, 0.0008, 0.0021
O, 0.0005, 0.0005, -0.0032
O, -0.0004, 0.0002, -0.0038
O, 0.0005, -0.0009, -0.0026
O, 0.0002, 0.0001, 0.0045

The program warned: the cutoff lies below the one the program advises for these potential files; the forces do not sum to zero within the program's tolerance; the exchange-correlation potential is rough where the density is thin.
